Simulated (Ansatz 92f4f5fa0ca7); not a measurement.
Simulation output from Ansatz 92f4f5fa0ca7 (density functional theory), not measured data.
Periodic cell of 264 atoms, Si152O112, from a study of silicon, its oxide and their interface. The atomic structure is a simulated model.

Settings: functional r2SCAN; potential files Ansatz PAW; basis plane waves; wave-function cutoff 800 eV; density cutoff ratio 5; exchange-correlation grid ratio 1; k mesh 1 x 1 x 1, shifted by 0.5 0.5 0 of a step; self-consistency stop 1e-10 eV per atom in the density residual; occupations fixed; spin none; net charge 0.

Cell vectors (angstrom)
a, 10.888, 0, 0
b, 0, 10.888, 0
c, 0, 0, 37.1861

Atoms: element, x, y, z (angstrom)
Si, 0.8824, -0.239, -0.4039
Si, 2.9785, 2.4949, 0.1293
Si, -0.1618, 5.6883, 0.1353
Si, 2.8022, 8.2445, 0.1394
Si, 5.2233, 0.3429, 0.1552
Si, 7.9722, 2.9714, 0.2204
Si, 5.6817, 5.0824, -0.0102
Si, 8.4478, 7.8278, 0.0131
Si, 1.4726, 1.2586, 1.3435
Si, 4.1343, 4.0581, 1.4195
Si, 1.4154, 6.8419, 1.4243
Si, 4.1888, 9.5574, 1.4502
Si, 6.7867, 1.4274, 1.5009
Si, 9.5552, 4.1383, 1.4517
Si, 6.8091, 6.717, 1.2748
Si, 9.5032, 9.437, 1.3292
Si, 0.0256, 2.6416, 2.6531
Si, 2.7765, -0.0269, 2.8138
Si, 0.0396, 8.2077, 2.7729
Si, 2.7472, 5.4301, 2.7337
Si, 5.433, 2.739, 2.8737
Si, 8.19, -0.0258, 2.6978
Si, 5.5303, 8.1227, 2.7013
Si, 8.1722, 5.4762, 2.7852
Si, 1.3742, 4.0219, 4.0428
Si, 4.086, 1.3503, 4.1805
Si, 1.387, 9.5348, 4.1522
Si, 4.1167, 6.803, 4.0734
Si, 6.8214, 4.1164, 4.1557
Si, 9.5434, 1.3386, 4.0603
Si, 6.8539, 9.4952, 4.081
Si, 9.5423, 6.8361, 4.1127
Si, -0.0008, 0.0121, 5.4681
Si, 2.7069, 2.721, 5.4837
Si, 0.008, 5.4057, 5.4104
Si, 2.7509, 8.1458, 5.4601
Si, 5.471, -0.0404, 5.4586
Si, 8.1892, 2.7067, 5.4414
Si, 5.4435, 5.4658, 5.4848
Si, 8.1878, 8.1757, 5.4818
Si, 1.3384, 1.3733, 6.835
Si, 4.067, 4.0948, 6.8203
Si, 1.3646, 6.7704, 6.7797
Si, 4.0908, 9.5172, 6.8289
Si, 6.8169, 1.3512, 6.796
Si, 9.5285, 4.0755, 6.8058
Si, 6.7979, 6.8316, 6.8301
Si, 9.5315, 9.539, 6.8284
Si, -0.0199, 2.7251, 8.1935
Si, 2.7013, -0.0031, 8.1649
Si, 0.0044, 8.1415, 8.1385
Si, 2.698, 5.4391, 8.1801
Si, 5.4337, 2.7128, 8.1411
Si, 8.151, -0.001, 8.1736
Si, 5.4319, 8.1675, 8.2053
Si, 8.1537, 5.4471, 8.1526
Si, 1.3317, 4.094, 9.5483
Si, 4.0558, 1.3739, 9.5063
Si, 1.3446, 9.5006, 9.5093
Si, 4.037, 6.8112, 9.5394
Si, 6.7649, 4.101, 9.4934
Si, 9.5025, 1.3475, 9.5286
Si, 6.7864, 9.5459, 9.5465
Si, 9.5117, 6.8124, 9.5054
Si, -0.0329, -0.0525, 10.8657
Si, 2.7126, 2.7376, 10.8867
Si, -0.0423, 5.4642, 10.8922
Si, 2.675, 8.1625, 10.9151
Si, 5.3699, -0.0049, 10.878
Si, 8.1166, 2.7308, 10.8258
Si, 5.3931, 5.4473, 10.8763
Si, 8.1718, 8.1821, 10.878
Si, 1.3592, 1.3012, 12.1623
Si, 4.0249, 4.1315, 12.2844
Si, 1.2854, 6.8298, 12.2875
Si, 4.0336, 9.515, 12.2864
Si, 6.7183, 1.4058, 12.1579
Si, 9.4615, 4.0775, 12.1906
Si, 6.7651, 6.8369, 12.1793
Si, 9.5176, 9.5059, 12.3004
Si, -0.0275, 2.6566, 13.4322
Si, 2.6384, -0.0201, 13.6361
Si, -0.0361, 8.1343, 13.7622
Si, 2.6358, 5.5, 13.6628
Si, 5.403, 2.7367, 13.5823
Si, 8.0717, 0.0576, 13.4763
Si, 5.4469, 8.1599, 13.6113
Si, 8.0694, 5.4571, 13.5165
Si, 1.2304, 3.9894, 14.8605
Si, 4.007, 1.3999, 14.9152
Si, 1.3205, 9.5541, 15.1382
Si, 4.0594, 6.8757, 15.0239
Si, 6.7322, 4.1375, 14.9411
Si, 9.431, 1.4072, 14.786
Si, 6.7362, 9.6714, 14.889
Si, 9.4664, 6.6105, 15.0019
Si, -0.4011, -0.0961, 16.2153
Si, 2.771, 2.8799, 16.2156
Si, -0.5503, 4.7738, 16.1389
Si, 3.1088, 8.5588, 16.4006
Si, 5.2731, -0.0043, 16.2596
Si, 8.4969, 3.1233, 16.1055
Si, 5.0542, 5.1534, 16.3011
Si, 8.0627, 8.7987, 16.57
Si, -0.1057, 15.4228, 19.1245
Si, 1.6881, 4.312, 35.1532
Si, -26.4071, 22.0908, 34.4711
Si, -10.8036, 2.7879, 33.0297
Si, 3.4608, 8.109, 19.3362
Si, -5.4324, -1.4709, 24.4098
Si, -4.6183, 2.8007, 26.5617
Si, 22.7138, 1.6907, 18.4756
Si, -0.9823, -4.2196, 26.0837
Si, -14.3372, 12.6014, 21.3957
Si, -12.9711, 12.3712, 34.8866
Si, 19.5739, -15.6016, 20.6145
Si, -5.9041, 15.3951, 24.422
Si, 6.7974, 14.5508, 29.4489
Si, -8.0512, 10.7469, 25.1135
Si, -7.1211, 7.1101, 25.5465
Si, -24.8754, -10.5658, 25.5797
Si, -0.6288, 8.6013, 21.904
Si, 15.9607, -6.3976, 19.1131
Si, -8.5026, 3.9416, 23.1259
Si, -2.6189, 19.686, 27.2285
Si, -17.8114, 13.2752, 30.2189
Si, -6.6128, 6.0766, 35.5033
Si, 12.0645, -2.6642, 24.5641
Si, -12.1564, 14.7314, 30.3771
Si, 9.5967, 1.6356, 23.3684
Si, 1.6672, -0.5643, 20.6066
Si, 2.5483, 6.487, 28.3247
Si, -25.9554, 1.9282, 18.3898
Si, -25.3824, 9.6976, 22.032
Si, -6.6969, 0.9277, 27.6394
Si, -4.9292, 31.3187, 28.77
Si, 13.4592, 5.3925, 20.4541
Si, 0.2133, 4.6434, 27.7554
Si, -15.2626, 15.525, 21.842
Si, 1.5479, 18.2841, 30.8213
Si, 1.6243, 1.168, 22.9415
Si, -24.9396, -4.8738, 30.944
Si, -17.7864, 11.2953, 32.565
Si, 10.7109, -6.7267, 24.8922
Si, 12.1389, 0.1402, 33.7112
Si, -11.5295, 8.9266, 32.2954
Si, 6.6844, 8.2129, 19.3527
Si, -5.4624, -4.6099, 32.6123
Si, -13.4289, -1.5041, 34.4662
Si, 8.4276, 8.9878, 30.0561
Si, -17.4837, 8.7324, 31.035
Si, -18.4505, 16.0764, 30.7425
O, -2.659, -7.8198, -7.2118
O, -3.634, 1.5866, -2.7173
O, -1.9737, 2.1104, -0.8197
O, 3.0247, -7.1978, -6.9188
O, -4.9876, 10.6887, -1.2247
O, -8.9091, 5.9016, -5.8851
O, -8.1011, 10.6682, -3.7635
O, 4.0875, 10.2538, -12.9838
O, -7.6994, 21.8947, -10.5236
O, 3.6702, -9.234, -5.5766
O, -2.8756, 8.529, -1.3996
O, 4.0975, 12.2973, -0.3812
O, -3.9939, 0.3808, -15.0657
O, -22.5311, 5.9249, -9.6877
O, -20.7648, 3.9136, -3.452
O, -12.8206, 1.922, -15.2816
O, -0.0091, 5.1692, 17.6358
O, -3.9109, -1.6108, 20.5112
O, -1.4962, -1.1738, 16.7811
O, -5.418, -16.3016, 17.8597
O, -8.6824, 24.0328, 17.6188
O, -1.1005, 7.2248, 21.166
O, -11.8867, 13.922, 24.1014
O, 3.7106, 6.021, 29.3774
O, 1.8527, 24.4142, 22.3153
O, 15.8868, 8.1238, 25.2604
O, 7.4035, 12.5702, 26.3351
O, 7.9344, 2.5828, 17.553
O, 5.0756, 8.041, 19.2728
O, 8.5391, 7.2941, 16.1886
O, 18.0791, -2.1155, 17.9227
O, 4.1948, 9.7466, 16.7724
O, -10.4804, -1.0462, 33.0523
O, -13.1237, -10.1738, 24.2796
O, 9.3699, 4.9841, 19.7506
O, 3.4883, -6.3849, 19.4461
O, -3.5443, 12.3558, 19.7961
O, 0.2792, -3.2737, 25.7485
O, 15.2483, -5.256, 25.3774
O, 6.2543, 19.849, 23.0569
O, 2.8666, -1.3969, 19.915
O, -2.0181, 9.3811, 22.3063
O, 13.8321, 6.9442, 20.304
O, -2.9836, 7.5616, 30.5866
O, 1.4956, 7.3976, 29.1829
O, 4.8071, 2.1609, 26.8031
O, 13.6944, 7.8785, 17.8531
O, -16.2397, 13.6936, 30.0173
O, -10.5793, -1.4347, 20.8615
O, 6.0344, 11.6041, 17.5284
O, -13.8484, 5.4238, 21.8335
O, 0.0455, 13.8129, 19.0195
O, -0.4292, 3.1775, 31.5586
O, 6.6082, -7.8708, 21.8624
O, 0.0468, 0.7919, 17.4851
O, -0.2927, -6.9886, 29.0799
O, 1.2219, 4.4555, 24.1218
O, -4.7704, 3.6909, 25.2218
O, 5.7799, 5.0186, 20.4516
O, -9.9139, 12.3569, 32.8593
O, -14.8148, 9.902, 33.7826
O, -25.5408, -0.9558, 29.8366
O, -11.4846, 21.0717, 37.2595
O, -5.4664, 10.8815, 28.0741
O, -9.2774, 20.5938, 25.0143
O, -19.5347, 0.0094, 22.0036
O, -10.8264, 0.8209, 23.0819
O, 11.9307, -5.7358, 20.0429
O, -10.7249, -3.1565, 31.5563
O, -4.1923, 8.6637, 27.6174
O, 13.189, 22.9813, 24.4033
O, 14.0798, 18.1493, 27.0558
O, -23.2317, 9.6812, 31.1043
O, -27.917, 8.7434, 29.4716
O, -1.7294, -0.1113, 34.7887
O, -9.5111, 0.7322, 19.6795
O, -7.9107, -5.6252, 34.9399
O, 3.7481, 14.4794, 23.9183
O, 14.7343, -6.8213, 16.5299
O, -26.2131, 10.4119, 25.1791
O, -16.7467, 0.8974, 33.6591
O, -25.8995, 5.2261, 29.8846
O, 0.2999, 8.2549, 23.1906
O, 6.7303, -7.2203, 27.8308
O, -14.1877, -3.9774, 19.6717
O, 1.7458, 5.162, 27.8284
O, -2.2948, 7.5889, 26.201
O, -12.6473, -2.1385, 28.6021
O, -4.0321, -6.9039, 36.6983
O, -8.6663, 13.9039, 35.9577
O, -12.6, 8.4575, 33.4188
O, -20.874, 0.392, 35.2732
O, -11.9565, 16.413, 24.9275
O, -18.308, 12.3539, 28.9731
O, -6.2534, -11.5936, 31.6088
O, 2.5586, 7.362, 24.4687
O, -17.3088, -5.7081, 31.883
O, 5.1448, 6.437, 34.1798
O, -5.3488, -7.8885, 18.6979
O, -8.1771, 8.4554, 31.2091
O, -1.708, 5.3182, 30.8934
O, 1.8213, 9.3274, 36.5819
O, -10.7824, 25.4772, 26.4247
O, -19.0274, 15.9344, 22.0092
O, -7.1963, 7.4305, 36.207
O, 5.1542, -3.2212, 31.8522
O, -12.0858, 13.298, 33.9264
O, -1.284, 17.6312, 36.7687
O, -3.9044, 5.8894, 32.3824
O, -13.1482, 21.1036, 26.5248
O, -16.0848, 5.1521, 23.116
O, -10.3502, 15.9395, 36.0002

Results
free energy: -161109.826 eV
free energy less fixed offsets of O -570.45, Si -639.56 eV per atom: -6.306 eV

Forces (eV/angstrom), in the order of the atoms: element, x, y, z
Si, -0.0048, 0.0194, -0.163
Si, -0.0168, 0.009, -0.09
Si, 0.0112, -0.0135, -0.0922
Si, 0.01, -0.0063, -0.0894
Si, 0.0236, -0.0148, -0.1168
Si, 0.0237, -0.0305, -0.0909
Si, 0.0034, -0.0027, -0.0297
Si, -0.0088, 0.027, -0.1202
Si, -0.0043, -0.0061, 0.0053
Si, 0.008, -0.0026, 0.0082
Si, -0.0012, 0.0002, 0.0052
Si, -0.0011, 0.0007, 0.0062
Si, -0.001, 0.0001, 0.0041
Si, -0.0023, -0.0018, 0.0051
Si, -0.0012, -0.0073, 0.0079
Si, 0.0165, 0.0167, -0.0369
Si, 0.0022, -0.0029, -0.0034
Si, -0.0023, 0.0026, -0.0013
Si, 0.0063, -0.0019, 0.0019
Si, 0.0002, -0.0021, -0.0011
Si, -0.0046, -0.0005, -0.0022
Si, -0.0011, 0.0028, -0.0011
Si, -0.0006, -0.0015, -0.002
Si, -0.0029, 0.0006, -0.0018
Si, -0.0028, 0.0012, 0.0011
Si, 0.0003, -0.0025, 0.0006
Si, 0.0009, -0.0007, 0.001
Si, -0.0007, 0.0001, 0.0013
Si, 0.0007, 0.0004, 0
Si, -0.0004, 0, 0.0012
Si, -0.0008, -0.0013, 0.0007
Si, -0.0012, -0.0011, 0.0005
Si, -0.002, -0.0007, 0.0001
Si, -0.0014, -0.0014, -0.0006
Si, -0.0002, -0.0007, 0.0007
Si, -0.0002, -0.0008, 0.0006
Si, 0, 0.0002, 0
Si, 0.0002, -0.0011, 0.0004
Si, -0.0017, -0.0007, 0.0004
Si, -0.0013, -0.001, 0
Si, -0.0009, -0.001, -0.0003
Si, -0.0011, -0.0008, 0.0002
Si, -0.0014, -0.0003, 0.0009
Si, -0.0015, -0.0006, 0.0001
Si, -0.001, -0.0012, 0.0007
Si, -0.0003, -0.0012, 0.0004
Si, -0.001, -0.0006, 0.0001
Si, -0.0014, -0.0007, -0.0001
Si, -0.0009, -0.0005, 0.0006
Si, -0.0008, -0.0007, 0.0009
Si, -0.0013, -0.0007, 0.0012
Si, -0.0014, -0.0014, 0.0012
Si, -0.0012, -0.0012, 0.0013
Si, -0.0012, -0.0008, 0.0007
Si, -0.0015, -0.0013, 0.0012
Si, -0.0014, -0.0006, 0.0009
Si, -0.0002, -0.0006, 0.0018
Si, -0.0009, -0.0006, 0.0012
Si, -0.0009, -0.0008, 0.001
Si, 0.0001, -0.0006, 0.001
Si, -0.0001, -0.0016, 0.0014
Si, -0.0009, -0.0014, 0.0011
Si, -0.0006, -0.001, 0.0012
Si, -0.0009, -0.0012, 0.0015
Si, 0.0004, -0.0016, 0
Si, -0.0003, -0.0007, 0.0011
Si, 0.0005, -0.0008, 0.0014
Si, 0.0004, -0.0009, 0.001
Si, -0.0014, -0.0014, 0.0012
Si, 0, -0.0008, 0.0003
Si, -0.0003, -0.0017, 0.0005
Si, -0.0018, 0.0007, 0.0014
Si, -0.0015, -0.0011, 0.0006
Si, 0.0008, 0.0001, 0.0001
Si, 0.0008, 0.0007, 0.0007
Si, -0.001, -0.0005, 0.0002
Si, -0.0011, -0.0021, 0.0009
Si, -0.0016, -0.0017, 0.0001
Si, -0.001, -0.0018, 0.0003
Si, -0.0002, -0.0002, 0.0005
Si, -0.001, 0.0013, -0.0012
Si, 0.0017, -0.0026, 0.0003
Si, -0.0042, -0.0045, 0.002
Si, -0.0014, -0.0025, -0.0005
Si, -0.0004, 0.0012, 0.0002
Si, 0.0017, 0.0011, -0.0005
Si, -0.0017, -0.0015, -0.0005
Si, 0.0052, 0.0001, 0.0022
Si, -0.0003, -0.0033, 0.0094
Si, -0.0015, -0.002, 0.0087
Si, -0.0007, 0.0006, 0.0089
Si, 0.001, 0.0019, 0.0067
Si, 0.0007, -0.003, 0.0071
Si, -0.0028, -0.0028, 0.0062
Si, -0.0052, 0.0031, 0.0099
Si, 0.0152, -0.0132, -0.0271
Si, 0.0026, -0.0178, -0.0975
Si, 0.0075, 0.0058, -0.1076
Si, -0.0232, -0.0194, -0.0954
Si, -0.0011, 0.0196, -0.1272
Si, -0.0199, -0.0116, -0.1005
Si, 0.0229, 0.0227, -0.0717
Si, -0.0064, -0.004, -0.1295
Si, 0.0387, -0.0022, -0.1474
Si, 0.009, -0.027, -0.2554
Si, -0.0107, -0.0092, -0.2245
Si, -0.044, 0.0186, -0.2284
Si, -0.0391, 0.0162, -0.2789
Si, 0.0012, -0.0164, -0.2408
Si, 0.0348, -0.0138, -0.2564
Si, 0.0161, -0.0205, -0.2957
Si, -0.0039, 0.0145, -0.2542
Si, 0.048, 0.0045, -0.2451
Si, -0.0446, 0.0053, -0.2676
Si, 0.0277, -0.0005, -0.2082
Si, -0.0133, -0.0294, -0.2235
Si, -0.0151, 0.0168, -0.2948
Si, -0.0105, -0.0293, -0.2533
Si, -0.0429, 0.0127, -0.2737
Si, 0.0388, -0.0135, -0.2721
Si, 0.0087, 0.0162, -0.2763
Si, -0.0303, -0.0106, -0.2598
Si, 0.0095, -0.0127, -0.2685
Si, 0.0222, 0.0308, -0.2686
Si, 0.0225, 0.0243, -0.2902
Si, 0.0275, 0.0022, -0.2781
Si, 0.0148, 0.0067, -0.2258
Si, -0.034, 0.0323, -0.2654
Si, -0.0219, 0.0275, -0.3001
Si, 0.0098, -0.0072, -0.2593
Si, 0.031, 0.0236, -0.2782
Si, 0.0049, 0.0006, -0.3288
Si, 0.0034, -0.0034, -0.2673
Si, 0.0234, 0.0087, -0.2735
Si, -0.0198, -0.0238, -0.3055
Si, 0.0293, 0.0427, -0.2705
Si, -0.0103, 0.0243, -0.2671
Si, -0.0174, 0.0166, -0.3073
Si, 0.029, 0.0025, -0.2805
Si, 0.0298, -0.0332, -0.2406
Si, 0.002, -0.0287, -0.2428
Si, 0.0248, -0.0028, -0.2204
Si, -0.002, 0.0102, -0.2763
Si, 0.0237, -0.0393, -0.2824
Si, 0.0305, -0.0381, -0.2466
Si, -0.0005, -0.0396, -0.2786
Si, -0.0209, -0.0049, -0.2642
Si, 0.0221, -0.0213, -0.3179
Si, 0.0362, -0.0091, -0.2392
Si, -0.0382, 0.0004, -0.2929
Si, -0.0102, -0.0098, -0.246
Si, -0.0299, 0.0062, -0.2399
O, 0.0438, 0.0082, 0.0959
O, 0.0165, 0.001, 0.0845
O, -0.0289, 0.0514, 0.1313
O, 0.0066, 0.007, 0.0865
O, -0.0318, 0.0046, 0.1545
O, -0.0096, 0.0003, 0.0954
O, -0.0499, 0.0004, 0.1028
O, -0.0122, 0.0045, 0.0956
O, 0.06, 0.044, 0.1909
O, -0.0122, -0.071, 0.172
O, -0.0021, -0.0563, 0.1655
O, -0.0061, 0.0055, 0.0558
O, 0.0012, -0.033, 0.0971
O, 0.0202, -0.0416, 0.1424
O, 0.0483, 0.0382, 0.1485
O, 0.0587, -0.0088, 0.1419
O, 0.0211, -0.0042, 0.1812
O, 0.027, 0.0556, 0.1839
O, -0.0146, -0.0132, 0.0585
O, -0.001, -0.0199, 0.1698
O, -0.0475, -0.0321, 0.131
O, 0.0384, 0.06, 0.101
O, 0.0194, 0.0659, 0.119
O, 0.0266, -0.0317, 0.1636
O, 0.0035, 0.0034, 0.098
O, -0.0265, -0.0346, 0.1021
O, -0.0333, 0.0499, 0.1084
O, -0.0574, -0.0407, 0.136
O, 0.0151, 0.0025, 0.0816
O, -0.0275, 0.0296, 0.0623
O, -0.0459, -0.0307, 0.182
O, -0.0038, -0.0118, 0.0642
O, 0.0401, 0.0606, 0.1158
O, -0.0594, -0.0385, 0.1684
O, -0.0487, 0.0438, 0.1151
O, -0.0404, 0.0189, 0.1098
O, 0.0355, -0.01, 0.2145
O, -0.0507, -0.0425, 0.127
O, -0.023, 0.0516, 0.1156
O, -0.0726, -0.0036, 0.1767
O, -0.042, 0.0459, 0.1068
O, 0.0015, 0.0106, 0.0863
O, -0.0166, -0.0387, 0.0957
O, -0.0057, -0.0483, 0.104
O, -0.0257, 0.0295, 0.1694
O, -0.0247, -0.0249, 0.1224
O, 0.0183, -0.0155, 0.1822
O, -0.0422, -0.0054, 0.0967
O, -0.0432, -0.0318, 0.1154
O, 0.0398, 0.048, 0.1228
O, -0.0307, -0.0251, 0.1094
O, -0.0118, 0.0224, 0.0881
O, 0.0648, -0.0603, 0.2142
O, -0.0025, 0.0095, 0.0955
O, 0.0416, 0.0513, 0.1291
O, -0.059, -0.0372, 0.2032
O, -0.0776, 0.0167, 0.1356
O, 0.0399, -0.0601, 0.1677
O, 0.0515, 0.0026, 0.178
O, -0.0023, -0.0135, 0.0891
O, 0.005, 0.0172, 0.0887
O, 0.0349, -0.0055, 0.1217
O, -0.0239, -0.017, 0.0678
O, 0.0265, -0.0493, 0.1253
O, 0.0199, 0.0027, 0.0845
O, 0.0005, 0.0561, 0.1672
O, -0.0202, 0.0137, 0.081
O, 0.053, 0.0196, 0.1119
O, -0.0445, 0.0424, 0.1106
O, -0.0401, 0.0112, 0.1353
O, 0.0446, -0.0378, 0.1469
O, -0.0555, -0.028, 0.2201
O, 0.0645, 0.007, 0.1655
O, -0.0514, -0.0262, 0.1595
O, -0.0029, 0.0222, 0.0713
O, 0.0237, -0.0851, 0.1645
O, 0.0155, 0.0011, 0.0963
O, 0.0446, 0.0015, 0.1114
O, 0.0092, 0.0089, 0.0644
O, 0.0403, 0.0363, 0.1275
O, 0.089, -0.0118, 0.1435
O, 0.0192, 0.0556, 0.111
O, 0.0822, -0.0214, 0.1985
O, 0.024, 0.0425, 0.2209
O, 0.0415, -0.0288, 0.1021
O, 0.0292, 0.023, 0.1054
O, -0.0276, 0.0349, 0.1145
O, 0.0096, 0.0073, 0.2028
O, -0.0008, 0.0033, 0.0396
O, 0.0336, -0.0348, 0.1124
O, -0.0566, 0.0255, 0.1523
O, -0.0125, -0.0071, 0.1969
O, -0.0073, 0.038, 0.1148
O, -0.0115, 0.056, 0.1894
O, -0.0103, 0.0542, 0.1226
O, 0.0342, -0.0116, 0.1082
O, 0.0559, 0.0338, 0.1432
O, -0.0536, -0.02, 0.249
O, -0.0121, 0.025, 0.0972
O, 0.0135, 0.0217, 0.0827
O, -0.0057, 0.0154, 0.0854
O, 0.02, -0.0233, 0.0659
O, 0.0163, 0.0218, 0.2027
O, -0.0067, -0.0636, 0.202
O, -0.0336, 0.0393, 0.0926
O, 0.0237, -0.0459, 0.1215
O, -0.0524, -0.0441, 0.1203
O, 0.0005, -0.0093, 0.0535
O, -0.052, 0.0083, 0.1328
O, 0.0084, -0.0742, 0.1412
O, -0.0634, -0.004, 0.1922
O, -0.0407, 0.0396, 0.1142

The program warned: the cutoff lies below the one the program advises for these potential files; the forces do not sum to zero within the program's tolerance; empty levels may hold ghost states of the PAW files; the exchange-correlation potential is rough where the density is thin.
